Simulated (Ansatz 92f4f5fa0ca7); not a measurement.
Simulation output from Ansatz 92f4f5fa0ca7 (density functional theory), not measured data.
Periodic cell of 252 atoms, Si144O100N8, from a study of silicon, its oxide and their interface. The atomic structure is a simulated model.
This geometry differs little from another in the collection (a relaxation step or a small displacement).

Settings
functional: r2SCAN
potential files: Ansatz PAW
basis: plane waves
wave-function cutoff: 800 eV
density cutoff ratio: 5
exchange-correlation grid ratio: 1
k mesh: 1 x 1 x 1, shifted by 0.5 0.5 0 of a step
self-consistency stop: 1e-10 eV per atom in the density residual
occupations: fixed
spin: none
net charge: 0

Cell vectors (angstrom)
a, 10.887, 0, 0
b, 0, 10.887, 0
c, 0, 0, 35.8628

Atoms: element, x, y, z (angstrom)
Si, -0.2902, 0.3053, 0.3473
Si, 2.2804, 2.9014, 0.0918
Si, 0.1096, 5.0911, 0.2387
Si, 2.9561, 7.9375, -0.0092
Si, 5.8101, -0.1518, -0.1815
Si, 8.4627, 2.4616, 0.3879
Si, 5.1407, 5.6746, 0.0006
Si, 8.0562, 8.4901, -0.1489
Si, 1.2862, 1.4381, 1.6072
Si, 4.0024, 4.0564, 1.285
Si, 1.3359, 6.7983, 1.3064
Si, 4.1448, 9.5897, 1.1792
Si, 6.7973, 1.2706, 1.4442
Si, 9.5995, 3.9894, 1.7035
Si, 6.8617, 6.8298, 1.1675
Si, 9.4374, 9.5326, 1.4634
Si, 0.0145, 2.6943, 3.0786
Si, 2.772, -0.0173, 2.667
Si, -0.0045, 8.1515, 2.6944
Si, 2.6778, 5.4225, 2.7161
Si, 5.4011, 2.7197, 2.663
Si, 8.1027, -0.0475, 2.8748
Si, 5.4881, 8.1995, 2.611
Si, 8.1316, 5.4863, 2.6993
Si, 1.4039, 4.1309, 4.2296
Si, 4.0817, 1.3595, 4.064
Si, 1.3848, 9.5122, 4.0291
Si, 4.0935, 6.8201, 3.9924
Si, 6.7718, 4.0921, 4.0309
Si, 9.4704, 1.3008, 4.2461
Si, 6.7453, 9.4781, 4.1551
Si, 9.5209, 6.8082, 4.0762
Si, 0.0304, -0.0636, 5.4651
Si, 2.7599, 2.7077, 5.4832
Si, -0.0164, 5.4788, 5.4997
Si, 2.7319, 8.162, 5.4067
Si, 5.4117, 0.016, 5.4732
Si, 8.1077, 2.7512, 5.48
Si, 5.4312, 5.4537, 5.3904
Si, 8.1686, 8.1452, 5.4571
Si, 1.3615, 1.3421, 6.7979
Si, 4.1263, 4.0841, 6.7958
Si, 1.3718, 6.8366, 6.8227
Si, 4.0471, 9.537, 6.8103
Si, 6.7722, 1.3789, 6.8465
Si, 9.5068, 4.0929, 6.8291
Si, 6.798, 6.7828, 6.7794
Si, 9.5393, 9.4927, 6.8141
Si, -0.0046, 2.6945, 8.1446
Si, 2.6866, 0.0028, 8.1892
Si, -0.02, 8.1534, 8.2021
Si, 2.7721, 5.4525, 8.1254
Si, 5.4308, 2.7465, 8.2238
Si, 8.1963, 0.0089, 8.1397
Si, 5.472, 8.1912, 8.1201
Si, 8.1363, 5.4484, 8.1752
Si, 1.4095, 4.0592, 9.4272
Si, 4.0526, 1.3596, 9.5514
Si, 1.2923, 9.5562, 9.5452
Si, 4.1473, 6.8235, 9.4782
Si, 6.8186, 4.1025, 9.5731
Si, 9.519, 1.3553, 9.5407
Si, 6.8504, 9.5368, 9.4917
Si, 9.4764, 6.8001, 9.5517
Si, -0.0758, -0.0037, 10.9706
Si, 2.6888, 2.7411, 10.8993
Si, -0.002, 5.3507, 10.7376
Si, 2.7321, 8.1762, 10.755
Si, 5.5012, 0.0103, 10.8327
Si, 8.1608, 2.7058, 10.9117
Si, 5.5257, 5.5388, 10.9212
Si, 8.1455, 8.2037, 10.9555
Si, 1.2923, 1.3814, 12.2803
Si, 4.128, 4.1513, 12.153
Si, 1.332, 6.7705, 11.9771
Si, 4.1363, 9.4948, 12.0879
Si, 6.7702, 1.381, 12.2926
Si, 9.6335, 4.0037, 12.1957
Si, 6.8663, 6.8748, 12.4237
Si, 9.4197, 9.5592, 12.4118
Si, -0.1069, 2.6214, 13.7777
Si, 2.8966, 0.093, 13.3724
Si, 0.1181, 8.11, 13.4271
Si, 2.6453, 5.4601, 13.3595
Si, 5.5033, 2.9141, 13.5906
Si, 7.9611, 0.0444, 13.8549
Si, 5.284, 8.217, 13.7047
Si, 8.53, 5.5104, 13.5628
Si, 1.4618, 4.0397, 14.7629
Si, 3.9939, 1.6148, 14.8308
Si, 1.7198, 9.3618, 14.517
Si, 3.6445, 6.9184, 14.8774
Si, 7.241, 4.0684, 14.781
Si, 9.1422, 1.5204, 15.2984
Si, 6.1586, 9.9123, 15.1584
Si, 10.1845, 6.5756, 15.0093
Si, 6.8769, 4.0178, 33.9342
Si, 14.2806, -7.0934, 27.5554
Si, 2.5079, 8.747, 17.1706
Si, 2.1701, 2.4228, 17.1593
Si, 8.6051, 11.0909, 18.0078
Si, 1.7647, 5.1086, 22.575
Si, 15.5057, 18.124, 18.7818
Si, 15.9315, -0.9581, 19.8655
Si, 5.3967, 5.0873, 16.7705
Si, 8.8771, 2.9079, 24.7841
Si, 8.5264, 5.34, 18.4689
Si, 11.5383, 18.8165, 19.0955
Si, 10.8564, 2.7196, 22.4985
Si, 4.3662, 0.4497, 17.4879
Si, 12.8941, 9.8734, 20.9548
Si, 4.5466, 18.5301, 23.6462
Si, -1.622, -1.1314, 23.3237
Si, 7.1511, 2.8512, 17.3094
Si, 11.2857, 10.7294, 17.0002
Si, 8.1253, 8.1364, 17.0085
Si, 15.3061, -0.2828, 24.9241
Si, 4.0346, -6.2058, 24.6329
Si, 10.4784, 17.8902, 23.5057
Si, 13.7906, -3.7221, 21.1204
Si, 7.4128, 5.5118, 29.6766
Si, 9.0645, 6.9706, 20.7535
Si, 10.1846, 9.4555, 27.9024
Si, 0.8586, -3.4735, 28.7652
Si, 23.8788, 15.9152, 29.8459
Si, 8.5674, 15.3612, 27.3353
Si, -0.6898, -10.4943, 25.6432
Si, 2.455, 1.4917, 33.0854
Si, 9.7044, -2.8113, 32.9172
Si, 1.6418, 11.198, 23.7585
Si, 16.8933, 2.174, 24.8303
Si, 21.1588, 0.4887, 20.7199
Si, -1.8014, 18.9323, 30.071
Si, -4.6835, 12.4365, 30.1024
Si, -1.971, 3.0048, 29.7544
Si, -5.9707, 1.213, 27.3759
Si, 6.8251, 8.6261, 21.9178
Si, 15.7522, 4.3829, 29.9535
Si, 5.4613, 12.3232, 32.846
Si, 9.5438, 5.1844, 33.3737
Si, 11.443, 16.055, 17.4313
Si, 10.2431, 6.8609, 26.5101
Si, 11.168, 14.1899, 31.6053
Si, 1.297, -1.2103, 33.8655
O, -0.9444, -5.4184, 34.9212
O, -12.6889, -0.2814, 24.6838
O, 5.5161, 0.5685, 34.2313
O, 1.2491, 4.0856, 35.4846
O, 2.55, 2.0087, 34.6222
O, -4.8551, 9.8175, 21.1478
O, 9.4179, 16.7078, 27.3901
O, 10.0285, -4.4164, 24.9696
O, 0.2179, -2.0143, 32.99
O, 10.1867, 2.4899, 30.6058
O, -0.4459, -14.5745, 29.7333
O, -0.5586, -7.0001, 32.853
O, 5.6875, 4.9435, 34.5115
O, 2.3276, 8.6046, 34.5028
O, 6.6934, 5.2847, 15.806
O, 6.8255, 8.7099, 16.1627
N, 5.078, 0.4343, 15.8951
O, -2.9532, 6.7792, 17.9119
O, 5.3848, 5.9682, 18.1398
N, 2.6127, 8.2223, 15.5343
O, 5.5911, 3.4506, 17.0521
O, 7.4254, 1.3518, 17.9165
O, 7.5039, 2.2672, 24.2648
O, 9.3874, -3.2568, 16.0647
O, 12.9697, -6.7109, 28.4485
O, 9.3051, 11.2411, 19.4572
N, 13.4906, 2.7385, 15.5206
O, 11.7552, 10.84, 20.3011
O, 10.0898, 7.8602, 19.8446
O, 10.3959, 19.4998, 23.5542
O, 22.8214, 6.338, 23.3524
O, 11.8883, 12.5818, 23.2189
O, 5.4033, -2.2451, 18.9082
O, 3.3428, 4.4222, 26.077
O, 12.3995, 14.7303, 17.7207
N, 7.9985, 2.8199, 15.7959
N, 11.4353, -5.481, 15.7154
O, 33.4455, 9.0304, 28.4817
O, 3.9188, 12.5962, 32.4798
O, 14.144, 18.4386, 17.9713
N, 11.7735, 9.1458, 17.8256
O, 0.8962, 15.4366, 30.7864
O, 11.8022, 6.4624, 18.3813
O, 9.8932, 15.7605, 17.7689
O, 0.9238, 10.3799, 15.5244
O, 5.2796, 11.1417, 18.8269
O, 1.1431, 12.0875, 17.5081
O, 0.765, 14.8923, 22.0413
O, 4.5152, -1.8586, 24.5272
O, 2.9049, 15.3472, 23.5032
O, 19.991, 9.3556, 29.1096
O, 9.7415, -0.3034, 22.026
O, 4.2756, 6.9239, 20.3147
O, 12.2832, -8.5764, 32.1989
O, 8.9411, 8.5928, 31.5925
O, 5.9762, -5.437, 30.4032
O, 7.6988, 7.8164, 20.8429
O, 18.6786, 9.2141, 23.0527
N, 12.643, 8.2433, 20.4348
O, 19.662, 16.4497, 20.0443
O, 3.3079, 10.1109, 17.4685
O, 5.1726, 14.411, 24.4165
O, 2.3235, 5.6778, 21.1909
O, -0.6045, 12.9254, 21.1604
O, 3.556, 12.7221, 17.7917
O, 18.5073, 4.0132, 18.3429
O, 19.2476, 9.4656, 17.9435
O, 15.4118, 6.2488, 24.5134
O, 8.4022, 4.0836, 25.7888
O, 5.982, 2.0595, 26.4663
N, 20.5613, 11.4056, 16.7111
O, 14.9345, 6.8034, 35.3801
O, -1.1849, 14.1948, 23.4669
O, -5.3159, -20.9691, 28.805
O, 4.1361, 16.618, 15.9567
O, 5.8727, 7.6203, 22.738
O, 15.5121, 4.4747, 28.3544
O, 5.5264, 0.7194, 24.2731
O, 11.3817, -0.4237, 35.0067
O, 9.2633, 3.2768, 28.1898
O, 23.8179, 17.5184, 29.5293
O, 20.8867, -4.3702, 32.606
O, 9.5303, 12.2832, 35.5797
O, 3.3036, 7.697, 22.6064
O, 7.2365, 15.8169, 28.1547
O, 14.4957, 13.0646, 27.5492
O, -0.7313, 0.0054, 27.2098
O, -3.022, -3.8414, 29.7608
O, 11.5971, -0.11, 25.0143
O, 8.4446, 4.4515, 30.3768
O, 5.3573, 13.7914, 30.3206
O, -4.8006, 0.7298, 31.514
O, 13.968, 0.458, 24.426
O, 7.7557, -8.9961, 29.8443
O, 9.5714, -4.3103, 22.244
O, 14.4358, 10.1515, 20.4983
O, 12.7108, -0.7523, 22.5531
O, 2.0942, 10.7965, 33.0233
O, 8.8442, 8.2071, 34.2978
O, 6.8747, 31.3238, 35.3188
O, -7.4215, -6.1579, 30.6732
O, 6.2431, 2.8462, 33.0381
O, -10.076, 6.7815, 27.2472
O, 7.713, 3.3107, 35.105
O, 7.9439, 4.9789, 33.1942
O, 9.7391, 19.2685, 26.755
O, 9.8901, 1.9668, 25.6205
O, 4.5235, 10.7569, 26.5487

Results
free energy: -152232.439 eV
free energy less fixed offsets of N -386.36, O -570.45, Si -639.56 eV per atom: 0.081 eV

Forces (eV/angstrom), in the order of the atoms: element, x, y, z
Si, -0.0083, 0.0073, 0.038
Si, -0.0001, 0.0144, 0.0557
Si, 0.0166, -0.0021, 0.0492
Si, 0.0086, -0.0072, 0.044
Si, 0.0033, -0.016, 0.0621
Si, 0.0088, -0.0104, 0.0393
Si, -0.0079, 0.0111, 0.0477
Si, -0.0179, 0.0056, 0.0616
Si, 0.0007, 0.0002, -0.0027
Si, 0.0021, -0.0007, -0.0025
Si, -0.0006, 0.0022, -0.0036
Si, -0.0014, 0.0006, -0.0032
Si, -0.0012, 0.0004, -0.0016
Si, -0.0002, 0.0003, -0.0012
Si, -0.0001, -0.0011, -0.0024
Si, 0.0009, -0.0007, -0.0019
Si, 0.0003, 0.0002, 0.0019
Si, 0.0016, 0.0014, 0.0009
Si, 0.0001, -0.0005, 0.0014
Si, -0.0009, -0.0005, -0.0004
Si, -0.0022, -0.0008, 0.0008
Si, -0.0006, -0.0008, 0.0011
Si, 0.0015, 0.0008, 0.0004
Si, 0.0003, 0.0016, 0.0024
Si, -0.0001, 0.0004, 0.0013
Si, -0.0002, 0.0004, -0.0002
Si, -0.0004, 0.0004, -0.0003
Si, -0.0001, 0.0001, -0.0012
Si, -0.0004, 0.0002, 0
Si, -0.0002, -0.0001, 0.0007
Si, -0.0006, -0.0002, -0.0006
Si, -0.0003, 0, -0.001
Si, -0.0004, 0.0004, -0.0002
Si, 0, 0.0001, -0.0007
Si, 0, -0.0002, -0.0012
Si, 0.0003, 0.0001, -0.0013
Si, 0.0001, 0.0003, -0.0007
Si, 0.0002, 0, -0.0005
Si, -0.0002, 0.0002, -0.0009
Si, 0, 0.0007, -0.0004
Si, -0.0003, 0.0004, -0.0007
Si, -0.0001, 0.0006, -0.0012
Si, 0.0005, 0.0002, -0.0011
Si, 0.0004, 0.0001, -0.001
Si, 0.0007, 0.0003, -0.0011
Si, 0.0002, 0.0001, -0.0008
Si, 0, 0.0006, -0.0011
Si, -0.0001, 0.0005, -0.0013
Si, 0.0002, -0.0004, 0
Si, 0, 0.0009, -0.001
Si, -0.0001, 0.0007, -0.0009
Si, -0.0002, 0.0003, -0.0011
Si, -0.0006, 0.0002, -0.001
Si, -0.0003, 0.0005, -0.0004
Si, -0.0002, 0.0001, -0.0009
Si, 0.0003, 0.0007, -0.0007
Si, -0.0008, -0.0002, -0.0002
Si, 0.0005, -0.0001, -0.0001
Si, 0, 0, -0.0007
Si, 0.0005, 0.0006, -0.001
Si, 0.0006, 0.001, -0.0004
Si, -0.0001, 0.0012, -0.0012
Si, -0.0002, 0.0011, -0.0009
Si, -0.0007, -0.0001, -0.0012
Si, 0.0011, 0.0017, 0
Si, -0.0007, -0.0001, -0.0007
Si, -0.0006, -0.0003, 0.0002
Si, 0.0009, 0.0016, 0.0007
Si, -0.0015, 0.0014, 0.0001
Si, 0.0005, 0.0002, 0
Si, 0.0006, 0.0013, -0.0003
Si, 0.0001, 0, -0.0001
Si, -0.0001, 0.001, 0.0005
Si, 0.0003, 0.0001, -0.0013
Si, 0.0002, 0.0013, 0.0011
Si, -0.0007, -0.0004, 0
Si, 0.0011, -0.0012, -0.0006
Si, 0.0006, -0.0008, -0.0003
Si, 0.0004, -0.0006, -0.0004
Si, -0.0011, 0.0011, 0.0015
Si, -0.0011, -0.0026, -0.0013
Si, 0.0004, 0.0021, -0.0043
Si, -0.0024, -0.0022, -0.0004
Si, -0.0006, -0.0018, 0
Si, -0.0001, 0.0013, 0.0008
Si, 0.0004, 0.0048, -0.0022
Si, 0.002, 0.0012, 0.0005
Si, -0.0007, 0.0039, -0.0031
Si, -0.0008, 0.0034, 0.0279
Si, 0.0046, -0.0024, 0.0267
Si, 0.0033, 0.0074, 0.0375
Si, -0.0083, -0.0024, 0.0439
Si, -0.0014, 0.004, 0.038
Si, -0.0004, -0.0139, 0.0481
Si, 0.0023, -0.0078, 0.0404
Si, -0.0039, 0.0101, 0.0444
Si, -0.0056, 0.0081, 0.1121
Si, -0.0021, 0.0159, 0.1541
Si, 0.0016, 0, 0.1041
Si, -0.0152, -0.0087, 0.0824
Si, 0.0119, -0.0069, 0.1235
Si, 0.0054, -0.0213, 0.1249
Si, -0.0019, 0.0205, 0.1273
Si, -0.0054, -0.0193, 0.1447
Si, 0.0045, 0.0159, 0.0932
Si, -0.0289, 0.0182, 0.1359
Si, 0.0097, 0.0187, 0.1161
Si, -0.0059, 0.004, 0.1434
Si, -0.0058, 0.0154, 0.1335
Si, -0.0022, -0.0241, 0.1113
Si, -0.0149, 0.0178, 0.1297
Si, 0.0053, -0.0056, 0.141
Si, 0.008, 0.0066, 0.1426
Si, 0.0039, 0.0004, 0.0948
Si, 0.0072, -0.0232, 0.0803
Si, 0.0007, -0.0054, 0.097
Si, 0.0229, 0.0308, 0.1287
Si, 0.0073, -0.0372, 0.1448
Si, 0.0049, -0.0064, 0.1635
Si, -0.0126, -0.0278, 0.1323
Si, 0.001, 0.0074, 0.1116
Si, -0.0042, 0.0161, 0.1488
Si, -0.0067, -0.0325, 0.1401
Si, -0.0027, -0.0182, 0.1281
Si, -0.0188, -0.0122, 0.1223
Si, -0.0023, 0.0074, 0.1577
Si, -0.0064, 0.0085, 0.1479
Si, 0.0095, -0.0209, 0.1197
Si, 0.0105, 0.0023, 0.1459
Si, 0.0054, 0.0219, 0.146
Si, 0.0023, 0.0062, 0.1159
Si, 0.0208, 0.0193, 0.1673
Si, -0.0177, 0.0044, 0.1517
Si, 0.0033, -0.0012, 0.1552
Si, 0.0121, -0.0142, 0.124
Si, 0.0094, 0.0148, 0.157
Si, 0.0039, -0.0117, 0.1373
Si, 0.0083, -0.0108, 0.1115
Si, -0.0116, -0.0049, 0.1466
Si, -0.0088, 0.0156, 0.1222
Si, -0.0086, 0.0225, 0.1168
Si, 0.0032, 0.0006, 0.1646
Si, 0.0098, -0.0181, 0.1388
Si, 0.0102, -0.0028, 0.1031
O, -0.0223, -0.0017, -0.0821
O, -0.0095, -0.0263, -0.0816
O, -0.0051, 0.0318, -0.0897
O, -0.0024, -0.003, -0.031
O, 0.0012, -0.0223, -0.0852
O, -0.0265, 0.0204, -0.0758
O, 0.0053, -0.0028, -0.0642
O, 0.0069, 0.0029, -0.1249
O, -0.0244, -0.0136, -0.0523
O, -0.0348, 0.0043, -0.068
O, 0.0321, -0.0036, -0.0684
O, 0.023, -0.0241, -0.0691
O, 0.0224, -0.0235, -0.057
O, -0.0241, 0.0213, -0.0525
O, 0.0152, -0.0108, -0.0443
O, -0.0251, 0.0228, -0.0501
N, 0.0021, 0.0051, -0.0569
O, -0.0041, 0.0239, -0.0536
O, 0.0106, -0.0358, -0.0664
N, 0.0125, -0.0108, -0.0624
O, -0.0028, 0.0012, -0.0354
O, -0.0086, 0.0188, -0.0409
O, 0.0074, -0.0052, -0.0434
O, 0.025, -0.0212, -0.052
O, 0.0189, -0.0202, -0.0772
O, -0.0404, -0.0044, -0.1149
N, 0.0096, 0.004, -0.0468
O, -0.0047, -0.003, -0.0555
O, 0.0282, 0.0087, -0.0716
O, -0.0049, 0.0045, -0.0532
O, 0.0085, -0.0052, -0.0579
O, -0.012, 0.0117, -0.054
O, 0.0009, -0.0124, -0.0556
O, 0.0165, 0.0245, -0.1132
O, 0.0062, -0.0065, -0.0401
N, 0.0085, 0.0023, -0.0577
N, 0.0031, -0.0006, -0.0605
O, -0.0074, 0.0115, -0.0496
O, 0.0118, 0.0035, -0.0446
O, -0.0195, 0.0161, -0.0656
N, 0.0023, 0.03, -0.077
O, 0.0274, 0.0273, -0.0685
O, -0.0006, -0.0366, -0.0662
O, 0.0216, -0.0077, -0.0462
O, 0.0155, -0.0033, -0.0549
O, -0.0078, 0.03, -0.0793
O, 0.0038, 0.0065, -0.0337
O, 0.0018, 0.0018, -0.0434
O, 0.0009, -0.0404, -0.058
O, -0.0384, 0.015, -0.0741
O, 0.0203, 0.0225, -0.0809
O, 0.0169, 0.0228, -0.0979
O, 0.0276, 0.0014, -0.083
O, -0.0315, 0.0317, -0.0627
O, -0.0087, -0.0026, -0.1091
O, 0.0021, -0.0009, -0.0363
O, 0.0175, -0.018, -0.0593
O, -0.0223, -0.0139, -0.0603
N, -0.0196, 0.0027, -0.0819
O, -0.0108, -0.0265, -0.0856
O, 0.0005, 0.0028, -0.0392
O, -0.0054, 0.0123, -0.0442
O, 0.014, 0.0305, -0.0706
O, -0.0121, -0.0349, -0.0767
O, -0.0021, 0.0084, -0.0383
O, -0.0126, -0.0225, -0.048
O, -0.0027, -0.0084, -0.0494
O, 0.0006, 0.041, -0.0584
O, 0.0095, -0.0283, -0.0919
O, 0.0138, 0.0074, -0.0868
N, -0.0008, 0.022, -0.0702
O, -0.0002, -0.0012, -0.0191
O, 0.0403, -0.0038, -0.0806
O, -0.0298, -0.007, -0.1071
O, -0.0144, 0.0142, -0.0437
O, 0.0253, 0.0134, -0.0668
O, -0.022, -0.0117, -0.0826
O, -0.0032, -0.0155, -0.0473
O, 0.0207, -0.0211, -0.0591
O, -0.0087, 0.0282, -0.0877
O, -0.0123, 0.0163, -0.0482
O, 0.0017, 0.0084, -0.0557
O, -0.0002, 0.001, -0.0178
O, -0.0294, -0.0011, -0.09
O, 0.0267, -0.0162, -0.0759
O, 0.0038, -0.0134, -0.051
O, 0.0033, 0.0313, -0.0874
O, -0.0031, -0.0124, -0.0418
O, 0.0263, -0.0014, -0.0718
O, -0.0117, 0.0034, -0.0518
O, -0.0026, 0.0113, -0.0579
O, 0.0149, 0.0078, -0.0989
O, -0.0312, -0.0029, -0.0558
O, 0.0077, 0.0052, -0.0445
O, -0.0265, 0.0006, -0.1027
O, 0.0314, 0.0012, -0.0569
O, 0.0076, -0.0349, -0.1065
O, 0.0057, 0.0183, -0.0421
O, 0.0325, -0.0091, -0.0896
O, 0.0018, 0.0012, -0.0245
O, -0.0008, 0.0015, -0.0495
O, -0.0084, -0.021, -0.0539
O, -0.0225, -0.0031, -0.0785
O, -0.0213, 0.0255, -0.0645
O, 0.0129, 0.0057, -0.0499
O, -0.0037, -0.0131, -0.0667
O, 0.0014, -0.0026, -0.0506
O, -0.0101, -0.0284, -0.0861

The program warned: the cutoff lies below the one the program advises for these potential files; the forces do not sum to zero within the program's tolerance; empty levels may hold ghost states of the PAW files; the exchange-correlation potential is rough where the density is thin.
